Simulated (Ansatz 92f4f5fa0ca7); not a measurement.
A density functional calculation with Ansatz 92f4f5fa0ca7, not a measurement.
Periodic cell of 212 atoms, Si132O80, from a study of silicon, its oxide and their interface. The atomic structure is a simulated model.
Doubt: the cutoff is far below the 930 eV that the study's wrapper takes by default for these files, so forces and energies are approximate.

Settings
functional: PBE
potential files: Ansatz PAW
basis: plane waves
wave-function cutoff: 580 eV
density cutoff ratio: 5
exchange-correlation grid ratio: 1
k mesh: 1 x 1 x 1, Gamma-centred
self-consistency stop: 5e-08 eV per atom in the density residual
occupations: fixed
spin: none
net charge: 0

Cell vectors (angstrom)
a 10.938 0 0
b 0 10.938 0
c 0 0 31.5439

Atoms and the computed forces on them: element, x, y, z (angstrom), force x, y, z (eV/angstrom)
Si -0.5009 0.5828 24.2623 -0.0493 0.0375 -0.073
Si 5.9084 -0.4221 24.2184 0.0467 -0.0632 -0.0455
Si 2.1295 3.3047 24.1394 -0.113 0.0233 -0.0767
Si 8.7275 2.3689 24.2076 0.0541 -0.0197 -0.0096
Si 0.2692 4.9874 24.1552 0.0473 -0.0098 -0.0403
Si 4.9502 6.0234 24.0537 -0.0293 0.0171 -0.1131
Si 3.1734 7.7363 24.0583 0.0152 -0.0381 -0.0873
Si 7.7257 8.834 24.1664 -0.0678 0.0681 -0.0742
Si 1.3217 1.4808 25.4332 0.0627 -0.0307 0.0922
Si 6.8594 1.409 25.3474 -0.0445 0.0548 0.0343
Si 4.0077 4.2079 25.2844 0.0824 -0.006 0.067
Si 9.5946 4.0679 25.5797 -0.0363 -0.0075 0.0009
Si 1.3342 6.823 25.2732 -0.0388 0.0155 0.0112
Si 6.7877 6.9301 25.2835 0.0291 -0.0472 0.0651
Si 4.1012 9.522 25.3713 -0.0296 0.0272 0.0399
Si 9.5049 9.6939 25.4318 0.0507 -0.0252 0.0668
Si 2.7226 0.015 26.7041 -0.0036 -0.0055 -0.0242
Si 8.1563 0.0696 26.8255 0.0073 -0.0152 -0.0355
Si 0.0088 2.7314 26.9046 0.0261 0.0209 -0.124
Si 5.4198 2.7904 26.6651 0.0162 -0.0098 0.0032
Si 2.6829 5.508 26.7604 -0.0018 0.0004 -0.0323
Si 8.1464 5.5241 26.7189 0.0042 0.0148 -0.0246
Si -0.0202 8.2271 26.6832 0.0099 -0.0061 0.0128
Si 5.4607 8.2031 26.7926 -0.0029 0.0148 -0.0755
Si 4.1018 1.3673 28.1256 0.0456 0.1089 -0.5553
Si 9.5708 1.3673 28.1256 -0.1559 -0.1023 0.906
Si 1.3673 4.1018 28.1256 0.2813 0.3249 0.6754
Si 6.8362 4.1018 28.1256 -0.3009 0.1276 -0.4798
Si 4.1018 6.8362 28.1256 -0.1479 -0.0564 0.1822
Si 9.5708 6.8362 28.1256 -0.0416 0.1785 -0.4573
Si 1.3673 9.5708 28.1256 -0.0554 -0.0038 -0.4826
Si 6.8362 9.5708 28.1256 -0.1515 0.0948 0.3269
Si 0 0 29.4929 -0.1056 -0.0327 0.0345
Si 5.469 0 29.4929 0.0414 -0.056 0.0134
Si 2.7345 2.7345 29.4929 0.037 0.0994 0.0197
Si 8.2035 2.7345 29.4929 0.1001 -0.0547 0.0148
Si 0 5.469 29.4929 0.0816 -0.0589 0.0144
Si 5.469 5.469 29.4929 -0.0644 -0.0851 0.0164
Si 2.7345 8.2035 29.4929 0.0701 -0.0182 -0.0049
Si 8.2035 8.2035 29.4929 0.0655 0.0557 0.0111
Si 1.3673 1.3673 30.8601 0.0094 -0.004 -0.012
Si 6.8362 1.3673 30.8601 -0.0405 0.0478 -0.0268
Si 4.1018 4.1018 30.8601 0.0306 -0.0353 0.0122
Si 9.5708 4.1018 30.8601 -0.0589 0.0481 -0.0324
Si 1.3673 6.8362 30.8601 -0.0714 0.0677 -0.0249
Si 6.8362 6.8362 30.8601 -0.0371 0.0096 -0.0118
Si 4.1018 9.5708 30.8601 -0.0554 0.0373 -0.0197
Si 9.5708 9.5708 30.8601 0.0315 -0.0044 0.0237
Si 2.7345 0 0.6835 0.0415 -0.0441 0.0317
Si 8.2035 0 0.6835 -0.0185 0.045 0.0224
Si 0 2.7345 0.6835 -0.0465 0.0356 -0.0202
Si 5.469 2.7345 0.6835 0.0293 -0.0308 0.0196
Si 2.7345 5.469 0.6835 0.0341 -0.0583 0.0105
Si 8.2035 5.469 0.6835 0.0826 -0.0612 0.0282
Si 0 8.2035 0.6835 0.0786 -0.0936 0.032
Si 5.469 8.2035 0.6835 -0.0087 0.0444 -0.0151
Si 4.1018 1.3673 2.0507 -0.037 0.0792 0.0054
Si 9.5708 1.3673 2.0507 0.0982 0.0271 -0.0558
Si 1.3673 4.1018 2.0507 -0.0829 -0.0993 -0.0374
Si 6.8362 4.1018 2.0507 -0.0668 0.0349 -0.0025
Si 4.1018 6.8362 2.0507 0.0587 0.0658 -0.0343
Si 9.5708 6.8362 2.0507 -0.0382 0.1084 -0.0123
Si 1.3673 9.5708 2.0507 -0.0783 0.0768 -0.0074
Si 6.8362 9.5708 2.0507 -0.0705 -0.1268 -0.0488
Si 0 0 3.418 -0.0311 0.0678 -0.6532
Si 5.469 0 3.418 0.0121 -0.208 0.4585
Si 2.7345 2.7345 3.418 -0.2321 -0.3115 -0.5015
Si 8.2035 2.7345 3.418 0.0938 -0.1068 0.4294
Si 0 5.469 3.418 0.1098 -0.1653 0.3526
Si 5.469 5.469 3.418 0.2872 0.1355 -0.3479
Si 2.7345 8.2035 3.418 0.3236 -0.0457 0.3931
Si 8.2035 8.2035 3.418 0.0022 -0.007 -0.7791
Si 1.4002 1.2922 4.7503 0.0037 0.0048 0.0935
Si 6.8832 1.302 4.8314 -0.0184 -0.0379 0.0227
Si 4.0858 4.1013 4.6848 0.0124 0.0015 0.1524
Si 9.6098 4.0643 4.8398 -0.0029 0.0383 0.0085
Si 1.3971 6.8222 4.8139 0.0063 -0.04 0.032
Si 6.9211 6.8124 4.7469 -0.0358 0.0068 0.0639
Si 4.156 9.5174 4.8774 -0.0142 0.0166 -0.0033
Si 9.5404 9.5937 4.6906 0.0166 -0.0088 0.0714
Si 2.6586 -0.1231 6.2283 -0.0366 -0.0567 -0.0074
Si 8.2711 -0.1023 6.2377 -0.0675 0.0309 -0.0658
Si 0.0542 2.6298 6.1604 -0.0598 -0.0242 -0.076
Si 5.4082 2.694 6.0249 0.0235 0.0123 -0.0516
Si 2.8124 5.4411 6.1691 -0.042 0.0482 -0.097
Si 8.2902 5.5056 6.1943 0.0877 -0.0077 -0.0111
Si -0.0458 8.2498 6.0155 0.0114 0.0336 0.023
Si 5.6589 8.159 6.2166 0.0165 0.0469 -0.043
Si 3.5688 1.7755 7.2194 -0.1116 0.0891 0.0414
Si 10.0713 0.8489 7.4261 0.0642 -0.0395 0.0803
Si 1.9045 3.5564 7.2473 0.1679 -0.0687 0.0686
Si 6.4125 4.4818 7.1373 -0.1016 0.0405 0.1242
Si 4.7313 6.2931 7.2791 0.1057 -0.1474 0.0519
Si 9.3356 7.28 7.4637 -0.0554 -0.0283 0.0077
Si 0.7856 9.8881 7.4972 -0.0093 0.0708 -0.0371
Si 7.4935 8.9976 7.5809 0.0383 -0.0272 0.0203
O 0.8827 9.1223 9.0104 0.0017 -0.0553 0.0435
O 1.8371 3.6334 8.9332 -0.0406 0.0343 -0.0104
O 9.5553 1.3807 8.9246 0.0047 -0.0028 -0.0229
O 7.1686 9.424 9.1698 0.0017 -0.0087 0.0148
O 3.5529 1.5737 8.8966 0.0283 -0.0212 0.0147
O 4.5852 6.6949 8.8829 -0.0383 0.0001 0
O 6.8182 3.8028 8.6165 -0.0232 0.0213 -0.0461
O 10.2421 6.9598 8.8727 0.0357 0.0154 0.0131
O 2.4503 2.8516 22.5615 0.0071 0.0015 0.0268
O 5.4381 11.0083 22.7001 0.0045 -0.0148 -0.0064
O 8.5719 3.0846 22.6846 0.0016 0.0013 0.0305
O -0.5722 5.1793 22.6806 -0.0035 -0.0234 0.0169
O 8.2848 8.7007 22.5936 -0.0258 -0.0048 0.004
O 2.5336 4.46 15.0899 0.0006 -0.0051 -0.0012
O 2.781 8.038 22.4659 0.0207 0.0339 0.0166
O 10.9845 11.1055 22.7686 -0.0107 0.0035 -0.0136
Si 2.7319 -6.9457 18.651 0.0122 0.0205 0.0103
Si -3.3914 7.3691 12.821 -0.0275 -0.0108 0.023
Si 9.6837 3.9402 21.8125 0.0064 0.002 0.046
Si 0.2948 1.0133 14.5044 0.0076 0.0041 -0.0208
Si 6.0102 2.7301 12.5538 -0.02 0.013 0.0211
Si 5.0312 7.3597 16.2891 -0.0084 -0.0141 0.0193
Si 1.1003 7.613 12.7307 0.0103 0.0158 0.0118
Si 7.6652 8.4024 21.1108 -0.0239 -0.0563 0.0462
Si -1.82 -0.7044 19.2708 -0.0149 -0.0033 -0.0022
Si -4.9626 3.8629 9.9811 0.002 0.059 -0.0843
Si -8.3718 8.8429 21.0572 -0.0109 0.0013 0.0794
Si 9.0064 2.464 13.0404 -0.0138 -0.0027 0.0126
Si -7.2756 6.9577 18.9714 0.0138 -0.0147 0.016
Si 13.4783 6.0752 14.8484 0.0044 0.0053 0.0125
Si 5.9347 -5.0104 20.9795 -0.0335 0 0.0569
Si 7.6803 4.0242 19.493 -0.0228 -0.0088 -0.0033
Si 7.0993 9.4152 15.1031 -0.0046 -0.0063 -0.0144
Si 0.3987 0.0118 21.2005 0.0278 -0.0248 0.0322
Si 14.4726 6.9851 10.0735 0.0243 -0.0209 -0.0472
Si 2.2052 3.1033 15.9476 0.0024 0.0154 0.0196
Si -1.0473 -1.1271 16.3987 -0.0054 -0.0122 0.0211
Si 5.7134 -0.0944 12.8745 -0.028 -0.0034 0.0148
Si 11.5592 7.6036 9.6331 -0.0174 0.0295 -0.0564
Si 14.268 -1.4702 11.8304 0.0081 0.0016 0.0225
Si 1.7427 1.0355 11.6569 0.0015 -0.0166 -0.0034
Si 6.9237 4.8256 16.6071 0.0013 -0.008 0.0309
Si 4.829 -8.3807 17.1231 0.0094 0.008 0.019
Si 5.3344 5.5879 11.9983 0.0261 -0.0198 -0.0007
Si 5.253 10.4722 21.1755 -0.009 -0.0291 0.029
Si 10.9279 -3.718 15.3242 -0.0068 0.0012 -0.0103
Si 9.7977 0.9468 10.4744 0.0183 -0.0463 -0.0197
Si 6.611 1.1114 18.9668 0.0074 0.0066 -0.0036
Si 3.0313 2.8741 9.7751 0.0133 -0.0129 -0.0561
Si -1.9105 -5.7874 14.248 -0.0133 0.0055 0.0123
Si -3.2741 -1.2838 10.714 0.0188 0.002 -0.0216
Si 1.5484 2.6504 21.2157 -0.0077 0.007 0.0376
O 12.0143 -1.4492 21.0022 -0.0053 0.0149 0.0085
O 17.2802 -5.6701 10.7413 -0.0079 0.014 0.0378
O -2.1872 -2.1584 19.9492 0.0109 0.0076 0.013
O 4.16 3.2147 18.4704 0.0016 -0.0062 0.0049
O 6.3529 4.5119 20.3063 -0.0023 0.0256 -0.0013
O 3.6065 2.2251 16.0749 -0.0076 -0.0002 -0.0056
O 13.0706 -13.0197 12.7206 -0.0124 -0.0119 -0.0099
O 0.9865 2.2258 15.3419 -0.0032 -0.0014 0.0047
O 5.5798 0.7707 20.1785 0.0047 0.0172 0.0082
O 7.6932 10.8605 18.8068 0.0108 -0.0071 0.0235
O -0.0201 2.9387 21.5034 -0.0187 -0.0008 0.0042
O 9.0048 15.32 20.3938 -0.0012 0.0001 -0.0022
O -6.742 -3.202 17.6423 0.0056 0.0003 0.0084
O 1.9518 6.3157 13.3152 -0.0028 -0.0055 0.0024
O 3.8917 17.0094 11.3946 -0.0159 0.0118 -0.0057
O 2.1159 3.6713 20.1029 0.0188 0.0066 0.001
O 4.8723 6.6686 20.0112 0.0557 -0.0571 0.0523
O 5.2424 4.1657 12.8549 -0.0013 -0.0206 -0.0027
O -9.4356 -4.0607 15.8353 -0.0041 -0.0013 0.0052
O -1.2118 1.3364 13.9655 0.0017 -0.0007 -0.0007
O 4.0194 6.7322 15.1419 -0.0091 -0.0034 -0.0106
O -0.7176 -2.7183 16.3594 -0.0031 0.006 0.012
O 11.3195 7.526 11.2609 0.0069 0.0004 0.0186
O 4.3393 -7.08 9.8067 -0.0218 -0.0099 -0.0107
O 2.8729 -0.0428 11.2404 -0.0164 0.0032 -0.0173
O 9.6814 -7.0613 13.4755 -0.0059 0.0067 -0.0112
O 7.5025 2.4272 19.2914 -0.0016 0.0084 0.0184
O -2.6311 -0.9404 16.0272 0.0019 0.001 -0.0015
O -5.844 1.4258 12.9043 0.0179 0.0064 -0.022
O 7.4127 2.564 13.3665 0.0198 -0.0026 -0.0147
O 12.9647 6.7507 9.4538 0.0103 0.0035 0.0304
O 7.8259 4.7464 15.2617 0.0167 0.0036 -0.0059
O 1.7245 3.517 17.459 -0.0093 -0.0135 -0.009
O -0.9965 0.1719 20.3697 -0.0089 -0.0081 0.0093
O 6.568 -0.2548 14.2404 0.0109 -0.003 0.0092
O -0.856 21.1382 17.9648 0.0141 -0.0012 -0.0136
O 6.1654 -4.6811 16.6619 0.0034 -0.0006 0.002
O 5.3066 -5.2757 22.4611 0.0301 0.0577 -0.0164
O -5.1027 3.6305 16.438 0.0078 0.0072 -0.0041
O -0.7832 5.8032 15.2079 -0.0047 -0.0082 0.0016
O 3.7297 -0.9614 20.9168 0.0061 -0.0167 0.0236
O 6.2755 -1.706 20.9096 0.0011 0.0078 0.0069
O -7.9871 5.5855 18.4898 -0.0007 0.0014 0.0177
O -2.3833 -4.8266 13.0123 0.0107 -0.0085 0.0038
O 2.4403 2.4756 11.2514 -0.006 0.0032 0.0057
O 13.5168 -3.0805 19.767 0.0055 -0.0011 0.004
O 9.1048 10.4263 10.7442 -0.0016 0.0133 -0.0092
O 7.3016 6.8197 21.0448 -0.0457 0.0405 0.0158
O -3.1437 4.6914 17.996 -0.0168 0.0079 -0.0081
O 5.7202 1.2704 17.5935 -0.0136 0.002 -0.0023
O 9.2393 2.1147 11.4659 -0.0144 0.0151 0.0219
O 1.5354 12.0364 20.7196 -0.0045 -0.0014 0.0159
O 6.0063 6.7962 12.8524 0.0159 0.0095 -0.0104
O 4.5578 -1.2326 12.8671 0.0082 0.0066 -0.0163
O 6.371 13.5678 10.9553 0.0054 -0.0243 0.0153
O -4.3246 -11.2737 11.5279 -0.0185 0.0141 0.0104
O 1.3044 -10.1046 13.2188 -0.0179 0.0016 0.0275
O 5.8227 8.7234 15.8537 -0.0008 0.0037 0.0072
O 3.7214 -2.4029 10.557 -0.0035 0.017 -0.0012
O 0.4556 0.7862 10.7031 0.0077 0.0016 0.0042
O 7.8279 -2.7402 11.4456 -0.0002 -0.0121 0.0011
O 0.0281 10.6542 15.477 -0.0028 0.0033 0.0026
O -0.0398 7.9382 13.8438 0.005 -0.0105 -0.0094
O 7.7725 -2.6226 14.1135 0.0008 0.0037 -0.0075

Results
free energy: -129411.627 eV
free energy less fixed offsets of O -568.88, Si -635.61 eV per atom: -0.707 eV

The program warned: the cutoff lies below the one the program advises for these potential files; the exchange-correlation potential is rough where the density is thin.
